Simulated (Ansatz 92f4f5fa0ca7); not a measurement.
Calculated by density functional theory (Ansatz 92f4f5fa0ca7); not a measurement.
Periodic cell of 357 atoms, Si241O116, from a study of silicon, its oxide and their interface. The atomic structure is a simulated model.
Doubt: the cutoff is far below the 930 eV that the study's wrapper takes by default for these files, so forces and energies are approximate.

Settings
functional: PBE
potential files: Ansatz PAW
basis: plane waves
wave-function cutoff: 580 eV
density cutoff ratio: 5
exchange-correlation grid ratio: 1
k mesh: 1 x 1 x 1, Gamma-centred
self-consistency stop: 5e-08 eV per atom in the density residual
occupations: fixed
spin: none
net charge: 0

Cell vectors (angstrom)
a 11.6015 0 0
b 0 13.3963 0
c 0 0 40.7321

Atoms: element, x, y, z (angstrom)
Si 0 2.2327 1.1851
Si 3.8672 2.2327 1.1851
Si 7.7343 2.2327 1.1851
Si 1.9336 5.5818 1.1851
Si 5.8008 5.5818 1.1851
Si 9.6679 5.5818 1.1851
Si 0 8.9308 1.1851
Si 3.8672 8.9308 1.1851
Si 7.7343 8.9308 1.1851
Si 1.9336 12.2799 1.1851
Si 5.8008 12.2799 1.1851
Si 9.6679 12.2799 1.1851
Si 1.9336 1.1164 1.9745
Si 5.8008 1.1164 1.9745
Si 9.6679 1.1164 1.9745
Si 0 4.4654 1.9745
Si 3.8672 4.4654 1.9745
Si 7.7343 4.4654 1.9745
Si 1.9336 7.8145 1.9745
Si 5.8008 7.8145 1.9745
Si 9.6679 7.8145 1.9745
Si 0 11.1635 1.9745
Si 3.8672 11.1635 1.9745
Si 7.7343 11.1635 1.9745
Si 1.9336 1.1164 4.3426
Si 5.8008 1.1164 4.3426
Si 9.6679 1.1164 4.3426
Si 0 4.4654 4.3426
Si 3.8672 4.4654 4.3426
Si 7.7343 4.4654 4.3426
Si 1.9336 7.8145 4.3426
Si 5.8008 7.8145 4.3426
Si 9.6679 7.8145 4.3426
Si 0 11.1635 4.3426
Si 3.8672 11.1635 4.3426
Si 7.7343 11.1635 4.3426
Si 0 0 36.3915
Si 3.8672 0 36.3915
Si 7.7343 0 36.3915
Si 1.9336 3.3491 36.3915
Si 5.8008 3.3491 36.3915
Si 9.6679 3.3491 36.3915
Si 0 6.6981 36.3915
Si 3.8672 6.6981 36.3915
Si 7.7343 6.6981 36.3915
Si 1.9336 10.0472 36.3915
Si 5.8008 10.0472 36.3915
Si 9.6679 10.0472 36.3915
Si 0 0 38.7596
Si 3.8672 0 38.7596
Si 7.7343 0 38.7596
Si 1.9336 3.3491 38.7596
Si 5.8008 3.3491 38.7596
Si 9.6679 3.3491 38.7596
Si 0 6.6981 38.7596
Si 3.8672 6.6981 38.7596
Si 7.7343 6.6981 38.7596
Si 1.9336 10.0472 38.7596
Si 5.8008 10.0472 38.7596
Si 9.6679 10.0472 38.7596
Si 0 2.2327 39.549
Si 3.8672 2.2327 39.549
Si 7.7343 2.2327 39.549
Si 1.9336 5.5818 39.549
Si 5.8008 5.5818 39.549
Si 9.6679 5.5818 39.549
Si 0 8.9308 39.549
Si 3.8672 8.9308 39.549
Si 7.7343 8.9308 39.549
Si 1.9336 12.2799 39.549
Si 5.8008 12.2799 39.549
Si 9.6679 12.2799 39.549
Si -0.2293 -0.0417 29.3939
Si 3.6044 0.0713 29.5624
Si 5.505 -1.1214 30.2493
Si 1.6414 3.1624 29.4361
Si 5.5071 3.3225 29.4164
Si 9.4843 3.0551 29.5122
Si -0.2312 6.6492 29.265
Si 3.6386 6.6922 29.1791
Si 7.6756 5.9335 28.639
Si 1.3903 10.0474 29.1188
Si 5.1089 10.3712 28.9373
Si 9.1164 9.8133 30.1478
Si -0.1967 2.0884 30.3806
Si 3.6137 2.2734 30.2998
Si 7.4316 2.0888 30.0579
Si 1.7291 5.5134 29.9552
Si 5.6389 5.6061 29.9066
Si 9.5501 5.3643 29.9533
Si -0.32 8.8352 30.1733
Si 3.4012 8.9733 29.7736
Si 7.8496 9.0669 28.393
Si 1.6737 12.1945 30.0751
Si 7.2996 13.2866 29.2015
Si 9.3288 12.2207 29.9591
Si -0.0976 2.2278 32.6677
Si 3.7554 2.2803 32.6109
Si 7.5837 2.1972 32.4424
Si 1.8428 5.5667 32.375
Si 5.7693 5.6615 32.3147
Si 9.5573 5.5625 32.3724
Si -0.0324 8.8843 32.5085
Si 3.7811 8.9719 32.2312
Si 7.8998 9.0888 32.2686
Si 1.8087 12.2547 32.4509
Si 5.6786 12.2524 32.5676
Si 9.5344 12.3608 32.3873
Si 1.8523 1.0851 33.3207
Si 5.6863 1.1064 33.3061
Si 9.5359 1.137 33.3033
Si -0.0879 4.5027 33.2568
Si 3.8302 4.5559 33.2285
Si 7.6339 4.4596 33.1938
Si 1.945 7.7988 33.2064
Si 5.8244 7.9301 33.0086
Si 9.6154 7.7954 33.2507
Si -0.1396 11.1633 33.2296
Si 3.7422 11.1207 33.2409
Si 7.684 11.1941 33.2816
Si 1.9277 1.1071 35.6499
Si 5.7949 1.1152 35.6427
Si 9.6504 1.1128 35.6402
Si -0.0073 4.4763 35.6123
Si 3.8636 4.48 35.5964
Si 7.7228 4.4676 35.5778
Si 1.9389 7.8134 35.5887
Si 5.8033 7.8333 35.4851
Si 9.6588 7.8058 35.606
Si -0.0164 11.1676 35.5958
Si 3.8543 11.1535 35.6019
Si 7.7283 11.1659 35.6268
Si 0.01 -0.0028 5.1117
Si 3.8797 0.003 5.1432
Si 7.7421 0.0006 5.1455
Si 1.9489 3.339 5.1626
Si 5.8088 3.3414 5.1785
Si 9.6805 3.3398 5.1594
Si -0.0013 6.6904 5.1199
Si 3.8746 6.7003 5.1142
Si 7.7358 6.7059 5.0534
Si 1.9466 10.0482 5.1247
Si 5.806 10.0517 5.1344
Si 9.67 10.0443 5.1083
Si 0.102 -0.0249 7.4627
Si 3.9752 0.0146 7.5191
Si 7.8276 -0.0078 7.5232
Si 2.0428 3.3014 7.5466
Si 5.8881 3.3223 7.5788
Si 9.7574 3.2991 7.5436
Si 0.0492 6.6431 7.4749
Si 3.9169 6.689 7.469
Si 7.76 6.6895 7.3715
Si 2.0288 10.0367 7.4816
Si 5.8684 10.0587 7.5046
Si 9.7205 10.0157 7.4562
Si 0.131 2.1678 8.3497
Si 3.9788 2.209 8.4585
Si 7.8506 2.2078 8.4049
Si 2.012 5.5518 8.2384
Si 5.8722 5.5967 8.2592
Si 9.6454 5.5634 8.209
Si 0.0754 8.893 8.1708
Si 3.9571 8.9061 8.3169
Si 7.7944 8.9001 8.2804
Si 2.0438 12.2775 8.2868
Si 5.9004 12.2889 8.3601
Si 9.7886 12.2394 8.2574
Si 0.2881 1.8545 10.7347
Si 4.0947 2.0093 10.8929
Si 8.0311 2.014 10.8101
Si 1.9013 5.7335 10.5771
Si 6.4146 5.8156 10.5741
Si 8.8089 5.6228 10.4242
Si 0.1985 8.9101 10.4894
Si 4.0387 8.8995 10.7055
Si 7.8102 9.0072 10.6837
Si 2.153 12.2376 10.6644
Si 5.9896 12.3087 10.7734
Si 7.9357 11.1936 11.3766
Si 2.22 0.9167 11.7274
Si 6.0868 1.0796 11.7014
Si 9.9368 0.8402 11.4695
Si -0.2222 3.8524 11.8013
Si 4.2708 4.0271 11.9839
Si 8.9865 3.8516 11.8678
Si 2.0626 7.8686 11.3893
Si 5.9648 7.8756 11.5699
Si 9.8417 8.1793 11.4815
Si 0.2715 11.0479 11.3141
Si 4.0599 11.1265 11.4123
Si 9.9082 12.1068 10.6213
O 3.8544 11.115 13.0798
O 10.1353 8.5923 13.0794
O 5.9425 7.8535 13.267
O 8.2133 4.2374 13.2985
O 0.6399 3.7588 13.1871
O 6.2597 1.1753 13.3941
O 9.9688 0.9224 13.1537
O 0.4907 10.7092 12.9349
O 4.176 3.9978 13.6183
O 2.3964 0.857 13.4417
O 8.2463 11.2303 13.025
O 1.954 7.7853 13.058
O 8.2042 9.9398 27.0415
O 1.007 10.1926 27.4808
O 5.1067 11.017 27.3907
O 11.3547 6.9579 27.5869
O 7.746 5.0915 27.1923
O 6.7344 13.1568 27.5937
O 7.9739 7.4707 28.155
O 0.141 0.2451 27.767
O 9.5883 2.477 27.9347
O 3.5449 6.6995 27.5046
O 1.4885 2.6184 27.8292
O 3.7349 0.5785 27.9736
Si 5.4725 8.0222 17.628
Si 2.0106 4.6021 19.9401
Si 3.6459 0.8085 26.3594
Si 8.2877 8.7333 18.9868
Si 7.8073 4.5046 25.6601
Si 3.048 5.966 26.1449
Si -0.0655 5.8522 26.39
Si 1.1451 9.083 16.5397
Si 9.0922 2.9381 18.8479
Si 10.449 0.3634 14.6107
Si 7.9377 5.3758 14.4182
Si 8.4793 -0.3176 21.8009
Si 8.981 9.5612 25.6533
Si 0.5257 -1.1147 19.384
Si 2.3767 7.0907 14.4578
Si 0.3511 11.2034 14.4675
Si 5.0232 3.5212 26.1786
Si 10.0851 4.4638 16.5334
Si 4.0789 5.0853 17.8304
Si 10.4998 7.3293 17.1659
Si 3.8585 3.5052 15.1307
Si 5.5392 7.0633 14.6413
Si 13.8865 8.1123 24.2167
Si 1.0747 7.2382 21.4219
Si 1.7754 0.366 14.8909
Si 9.3828 6.8443 24.5247
Si 0.8485 1.4266 26.874
Si 4.6753 11.3286 14.4643
Si 7.0218 11.156 23.9232
Si -0.1526 0.4314 22.1118
Si 5.6626 0.9119 14.8965
Si 9.4822 7.3464 21.5037
Si 2.8702 13.5213 17.7687
Si 7.6994 10.7247 14.4711
Si 13.5629 10.1363 21.0985
Si 8.122 13.2326 16.3735
Si 0.5473 10.0669 25.9266
Si 3.6077 10.5546 17.2449
Si 4.0164 10.5067 23.0034
Si 10.1527 3.0737 26.5313
Si 13.1656 11.7796 23.5835
Si 9.1133 11.7912 18.9332
Si 6.9659 2.1726 20.5789
Si -2.9411 4.5382 21.0202
Si 9.3141 8.1149 14.3955
Si 4.1819 2.6226 19.4808
Si -0.5056 3.0438 20.8824
Si 5.7848 12.2715 26.5703
Si 1.024 4.1993 14.6924
O 0.1315 -0.2507 20.6789
O 12.7448 10.6187 22.4643
O 2.2326 3.2446 15.2382
O 11.2815 3.987 15.5605
O 8.4537 10.323 18.6637
O 2.1117 8.1017 15.695
O 2.0616 0.8195 25.9543
O 4.5471 12.9923 25.7818
O 0.8508 -0.2008 23.2258
O 1.1008 11.3394 25.0739
O 8.956 7.9446 25.6231
O 8.9007 3.2912 25.5111
O 4.8263 12.9104 14.8132
O 6.3595 5.6296 14.7498
O 2.5398 5.1042 18.451
O 10.2873 7.5817 15.5759
O 3.5819 10.2925 21.4189
O 4.1346 4.6533 16.2611
O 3.0391 3.392 20.3893
O 10.742 11.7372 18.6887
O 11.0616 7.0701 21.1188
O 9.2521 7.8493 18.0344
O 1.4899 5.7543 14.7302
O 8.4169 12.8979 17.9413
O 6.7836 0.7257 16.0839
O 2.0623 10.0644 17.4488
O 1.5903 -4.7917 20.6839
O 8.802 12.2244 20.4606
O 6.3529 3.8739 25.2925
O 3.2114 11.8636 23.5032
O 13.1099 11.0823 19.8723
O 1.6236 12.1348 14.8731
O 3.9523 4.6747 25.8462
O 10.5234 10.0885 25.7373
O 8.4674 6.8216 13.9224
O 3.581 1.3506 18.6111
O 9.4692 7.6476 23.1061
O 0.2796 1.0271 15.0318
O 11.8298 8.1914 17.5614
O 3.7442 12.0999 17.8384
O 5.8427 7.9122 16.0263
O 3.8835 10.5781 15.6519
O 4.3419 2.1303 25.7169
O 2.6569 0.666 16.2375
O 9.3423 0.7105 15.7419
O 10.6208 12.1342 14.5846
O 7.6678 2.1634 19.0727
O 12.8153 8.7072 25.2998
O 5.6214 10.5647 23.2732
O 3.3885 9.2308 23.7977
O 8.2463 5.6622 24.5723
O 7.5145 0.9379 21.4643
O 1.3717 13.212 18.3506
O 8.7333 4.9426 15.7724
O 6.0984 10.5756 14.336
O 9.8788 0.1764 22.4975
O 6.7498 11.8821 25.3349
O 0.2287 9.9647 15.5138
O 3.9538 6.7568 14.501
O 4.8535 3.8454 18.5904
O 10.8557 6.2818 24.9617
O -1.403 2.1796 19.7996
O 8.7932 8.4884 20.5436
O 8.3745 9.3204 14.9363
O 10.7839 4.5193 26.9174
O 3.2171 6.9768 24.895
O 1.9103 5.9353 20.89
O 10.0559 4.0053 21.718
O 4.7554 2.174 15.4007
O 13.0984 5.4961 26.1987
O 5.3586 2.027 20.4298
O 10.6653 5.7214 17.4199
O 8.8958 4.4739 19.3955
O 8.4518 6.0831 21.3869
O 7.6678 12.1457 22.8337
O 4.5689 9.3848 17.8975
O 9.6607 3.1132 17.3494
O -4.2197 3.5747 21.3522
O 6.7691 8.2272 18.6194
O 7.9927 11.8039 15.6338
O 0.185 2.0254 21.9462
O 8.1702 10.0537 24.3163
O 0.5321 3.9209 19.9824
O 11.2928 2.0865 25.913
O 1.4297 7.4456 22.9999
O 4.7342 6.5861 18.024
O -16.8938 9.2525 28.873
O -1.8967 -20.2506 11.49
O -40.6907 -35.5162 11.5859
O 49.4682 -8.4041 11.4734
O 5.3867 3.3885 27.7522
O -69.1942 31.8904 10.9358

Results
free energy: -219171.832 eV
free energy less fixed offsets of O -568.88, Si -635.61 eV per atom: 0.258 eV

Forces (eV/angstrom), in the order of the atoms: element, x, y, z
Si -0.0058 0.0158 0.0064
Si -0.0166 -0.0009 0.0018
Si -0.0075 0.0148 -0.0155
Si 0.0111 0.0229 0.0399
Si -0.009 0.0201 0.0308
Si -0.0196 0.0423 0.043
Si -0.0166 -0.003 -0.0337
Si 0.0038 -0.0051 -0.011
Si -0.0098 -0.0163 0.0016
Si -0.0112 -0.0087 0.0065
Si -0.0119 -0.0314 -0.0105
Si -0.0062 -0.0104 0.0036
Si 0.0532 -0.0029 -0.0056
Si 0.0343 0.0107 -0.0092
Si 0.0016 -0.0137 -0.0045
Si 0.0327 -0.081 -0.0286
Si 0.04 -0.0452 -0.0125
Si 0.0085 -0.0946 -0.0136
Si -0.0084 0.0157 -0.0153
Si -0.0367 0.0604 0.0097
Si 0.0593 0.0134 0.0038
Si 0.0254 -0.0331 0.0006
Si 0.0387 0.0334 0.0106
Si 0.0017 0.0204 0.0026
Si 0.1411 0.0161 -0.0028
Si 0.1032 0.0364 0.0829
Si 0.0379 0.0116 0.0107
Si 0.1064 -0.1355 0.1377
Si 0.1127 -0.1155 0.1729
Si 0.056 -0.211 0.1375
Si 0.0292 -0.0017 -0.0141
Si -0.0688 0.1321 -0.245
Si 0.1419 0.0318 -0.2561
Si 0.0946 -0.0407 -0.0512
Si 0.0924 0.0434 -0.0179
Si 0.0059 0.0487 -0.0195
Si -0.1467 -0.0857 0.1695
Si -0.0438 -0.1347 0.1813
Si -0.0945 -0.0499 0.3314
Si -0.0129 0.0925 -0.1002
Si -0.0534 0.1142 -0.0089
Si -0.133 0.0841 -0.0322
Si 0.0009 0.0923 0.0112
Si 0.1748 0.1733 -0.2142
Si -0.2758 0.0742 -0.2945
Si -0.1353 -0.018 -0.0529
Si -0.0939 -0.1741 -0.1501
Si -0.0485 -0.0359 0.0455
Si -0.0509 -0.0249 -0.0002
Si -0.0089 -0.0689 0.0006
Si -0.0454 -0.0139 -0.0088
Si 0.0009 0.0344 0.0192
Si -0.017 0.0461 0.0038
Si -0.0478 0.0415 0.0058
Si 0.0184 0.0643 0.0071
Si 0.096 0.0985 0.0216
Si -0.1002 0.0255 0.0216
Si -0.0715 -0.0227 -0.0066
Si -0.0307 -0.0404 0.0045
Si -0.0056 -0.0211 -0.0035
Si 0.0026 -0.0217 -0.0235
Si 0.02 -0.0054 -0.0237
Si 0.005 -0.0248 0.0003
Si -0.0102 -0.0184 -0.0492
Si 0.003 -0.014 0.0126
Si 0.018 -0.0381 -0.0437
Si 0.016 0.001 0.0328
Si -0.0055 -0.0003 0.0067
Si 0.0143 0.0197 -0.0081
Si 0.0113 0.0123 -0.0021
Si 0.0169 0.0345 0.0241
Si 0.0048 0.0117 0.0123
Si 0.2154 0.0622 -0.4307
Si -0.096 0.4338 -0.4404
Si -0.0562 -0.191 0.1844
Si -0.2306 -0.2236 -0.6648
Si -0.0881 0.0369 -0.5845
Si 0.1082 -0.3213 -0.209
Si 0.1277 0.4521 -0.5141
Si -0.077 -0.0611 -0.5427
Si 0.1271 0.2003 -0.3404
Si -0.4193 0.0661 -0.4536
Si 0.4094 0.0617 -0.4899
Si -0.054 -0.0267 0.2402
Si -0.2979 -0.0444 0.2942
Si 0.0934 -0.1732 0.3855
Si 0.0622 0.3223 0.3627
Si 0.0485 -0.1169 0.2448
Si 0.2335 -0.0056 0.1877
Si -0.3922 -0.1709 0.2381
Si -0.1888 0.0612 0.2354
Si 0.0374 -0.0575 0.3543
Si 0.2734 0.0206 -0.0449
Si 0.0651 0.0258 0.2351
Si -0.3123 -0.2043 -0.5542
Si 0.067 -0.1393 0.2609
Si 0.0097 -0.0244 0.0408
Si 0.052 0.059 0.023
Si -0.0288 -0.076 0.0404
Si 0.0087 -0.0194 0.0242
Si -0.0398 -0.01 -0.0116
Si 0.0078 -0.0258 -0.0348
Si 0.1782 0.044 0.0419
Si -0.0093 -0.0142 -0.0019
Si -0.0793 -0.0155 -0.0804
Si 0.042 -0.0829 0.0796
Si 0.0046 -0.0153 0.0568
Si 0.0293 0.0742 0.0542
Si -0.0312 0.0485 -0.0698
Si 0.0552 -0.0026 -0.0662
Si 0.0447 -0.0391 -0.1145
Si 0.0444 0.0295 -0.1523
Si -0.0718 -0.0039 -0.0766
Si 0.018 0.0175 -0.1492
Si -0.0769 0.0268 -0.1214
Si 0.1193 0.0394 -0.1525
Si 0.1366 -0.0526 -0.113
Si 0.0346 -0.0035 -0.1983
Si -0.0432 0.0465 -0.047
Si -0.0184 0.1297 -0.1077
Si 0.0304 -0.051 0.023
Si -0.0194 -0.0007 -0.006
Si -0.0337 -0.0059 0.0145
Si -0.0345 0.0146 0.03
Si 0.0197 0.0915 0.0323
Si 0.0111 -0.0357 0.0281
Si 0.0433 -0.0807 0
Si 0.0568 0.0672 0.059
Si 0.0297 -0.0393 0.076
Si -0.0096 -0.0189 0.0199
Si -0.0276 -0.0594 0.0421
Si 0.0446 0.0061 0.0353
Si 0.0023 0.0085 0.0074
Si 0.0066 0.0517 -0.0063
Si -0.0065 0.0108 0.0067
Si 0.0072 -0.0077 -0.0655
Si -0.0272 0.0209 -0.0342
Si -0.0074 -0.0268 -0.0315
Si -0.0218 -0.0614 0.003
Si 0.003 -0.0086 0.0134
Si -0.0798 0.0346 0.0189
Si 0.0425 0.0345 -0.0262
Si -0.0017 0.0231 0.0158
Si -0.0355 -0.0015 -0.0098
Si -0.0255 0.0424 0.1134
Si -0.0583 -0.0213 0.2044
Si 0.0125 0.0016 0.1591
Si 0.01 -0.0528 0.124
Si 0.0869 -0.0011 0.1651
Si 0.0872 -0.004 0.0983
Si -0.1159 0.0274 0.1228
Si 0.1167 0.0365 0.129
Si 0.0438 0.0944 0.1565
Si -0.0319 -0.0566 0.1535
Si 0.003 -0.0829 0.2043
Si 0.0102 0.0099 0.1675
Si -0.0394 -0.1048 0.0782
Si 0.0032 -0.0755 -0.1067
Si -0.0586 -0.1072 -0.0009
Si -0.034 0.0332 0.0013
Si -0.0986 0.044 0.0913
Si 0.0296 0.0246 0.0869
Si 0.1413 0.037 -0.01
Si 0.0302 0.0312 -0.078
Si -0.0638 0.0244 0.0466
Si 0.0153 0.1176 -0.0328
Si 0.0418 0.0328 -0.0323
Si 0.0152 0.1074 0.0452
Si -0.2496 0.3803 -0.334
Si 0.0504 0.154 -0.2013
Si 0.0635 0.1159 -0.2966
Si -0.088 -0.2469 -0.0044
Si -0.189 0.0072 -0.0485
Si -0.0089 -0.2778 -0.0729
Si -0.1114 0.1612 -0.3411
Si -0.0382 -0.0111 -0.2663
Si 0.0076 -0.0284 -0.4465
Si -0.0058 -0.0826 -0.3164
Si 0.0097 -0.047 -0.1607
Si 0.2171 -0.0678 0.372
Si 0.126 -0.0975 0.842
Si 0.1717 -0.2375 0.6481
Si 0.0438 -0.4313 0.2877
Si 0.2351 -0.4475 0.0866
Si -0.2891 0.1286 0.3824
Si -0.3009 -0.01 0.265
Si -0.063 0.0923 0.5317
Si -0.0915 -0.0075 0.6763
Si 0.3429 0.1616 0.7396
Si 0.0586 -0.2424 0.352
Si -0.1327 -0.062 0.4871
Si -0.0204 0.104 -0.2561
O 0.0884 0.0515 -0.3025
O -0.0816 0.1055 -0.3561
O 0.0905 0.1448 -0.7057
O 0.0194 -0.048 -0.2341
O 0.0146 -0.0176 -0.0423
O -0.0236 0.0368 -0.6977
O -0.0596 -0.0274 -0.2182
O -0.057 0.1143 -0.0827
O 0.1224 -0.038 -0.4318
O -0.0977 0.0582 -0.8158
O -0.0466 0.0059 -0.0928
O -0.0533 0.0872 -0.3736
O -0.1625 0.0226 0.195
O 0.2353 0.0077 0.6523
O -0.1891 -0.1189 0.2859
O 0.049 -0.1393 0.4271
O -0.0198 0.0535 0.4947
O 0.3365 0.2016 0.3321
O 0.0062 -0.0443 -0.0403
O -0.0894 -0.1074 0.183
O 0.0065 0.121 0.0066
O 0.1027 0.0648 0.4318
O 0.1098 0.2112 0.2016
O 0.03 0.0048 -0.0098
Si -0.1197 0.0029 0.1794
Si 0.0318 0.1571 -0.1541
Si 0.0873 -0.0529 0.0406
Si 0.0754 -0.1044 -0.0679
Si -0.1773 0.1313 -0.2816
Si 0.1017 -0.0449 -0.3516
Si -0.0993 0.1124 -0.2855
Si -0.011 -0.0869 0.224
Si 0.0291 0.0826 -0.3351
Si -0.0588 0.0839 0.0655
Si 0.2261 -0.0495 0.5194
Si 0.1134 -0.0206 -0.0145
Si -0.013 -0.182 -0.2582
Si 0.0383 -0.0414 -0.0319
Si -0.1237 0.0159 0.3495
Si -0.0885 -0.097 0.0962
Si 0.108 -0.0456 -0.1382
Si 0.1429 0.014 0.0015
Si 0.0084 0.1139 -0.0445
Si 0.072 -0.0604 0.2238
Si -0.1051 -0.004 0.2422
Si -0.1399 -0.1972 0.2689
Si 0.1225 0.1455 -0.1765
Si 0.032 0.1639 0.0062
Si -0.0531 0.1775 0.2259
Si -0.2045 0.1357 -0.0825
Si 0.1513 0.0312 0.1875
Si -0.1496 -0.0457 0.0862
Si -0.0551 -0.1055 -0.127
Si -0.0147 -0.1494 -0.1272
Si -0.0369 0.0574 0.3846
Si -0.0061 0.0504 0.0267
Si -0.0585 -0.1201 0.1172
Si 0.0798 0.1883 0.1087
Si -0.0272 0.0222 0.0246
Si 0.0102 0.0312 -0.0857
Si -0.022 -0.0532 -0.3325
Si -0.15 -0.0447 0.2252
Si 0.0184 0.0148 -0.0529
Si -0.2627 0.0054 -0.1575
Si 0.1144 -0.1248 -0.2151
Si 0.0262 0.0502 -0.011
Si 0.1329 -0.0043 -0.0844
Si 0.094 0.1039 -0.1124
Si 0.2355 -0.2075 0.2155
Si 0.0141 0.0556 -0.1845
Si -0.0486 0.0103 -0.0716
Si 0.1032 -0.0557 -0.0534
Si -0.1871 0.0527 0.2272
O -0.0116 0.066 0.0406
O -0.0725 0.0516 0.0434
O 0.1312 -0.0691 -0.1247
O 0.0051 0.0084 -0.0621
O -0.0258 0.0155 -0.0086
O 0.0622 -0.1002 -0.1559
O -0.1814 -0.0073 0.0397
O 0.0367 -0.0774 0.0764
O -0.0361 0.0624 0.0509
O 0.0055 0.0562 0.0776
O 0.026 0.0068 0.0355
O 0.233 -0.0626 0.1262
O -0.0514 0.0221 -0.0716
O -0.0634 0.0988 -0.1785
O -0.0331 -0.0787 0.1007
O -0.055 0.1151 -0.2785
O -0.0331 0.0048 -0.0162
O -0.0048 -0.0169 -0.0942
O -0.0066 -0.049 0.0997
O 0.0071 0.0215 -0.0078
O -0.0084 -0.0194 0.0119
O -0.0733 0.0173 -0.0156
O 0.0716 0.0755 -0.1423
O -0.0138 -0.0054 -0.0418
O -0.1478 0.0514 -0.1427
O 0.0585 0.0494 -0.0984
O 0.0073 0.0097 0.0041
O -0.0214 -0.0214 0.0357
O 0.0273 -0.0223 0.1097
O -0.0382 -0.0169 0.0307
O -0.0059 -0.0259 0.0198
O 0.1182 -0.0615 -0.1097
O -0.0845 0.1009 0.1683
O 0.0087 0.0024 0.0821
O -0.1525 0.0871 -0.1578
O 0.007 0.0832 0.059
O 0.0372 -0.018 0.0381
O 0.008 -0.0161 -0.0889
O -0.0302 -0.0092 -0.0959
O 0.0271 0.0458 -0.0386
O 0.0103 -0.0313 -0.2079
O 0.114 0.0548 -0.2039
O -0.0507 -0.0858 0.1896
O -0.1008 -0.0966 -0.1864
O 0.1502 0.0105 -0.1159
O -0.0814 -0.0934 -0.1107
O -0.0476 -0.0112 0.058
O -0.1087 0.0048 0.0956
O 0.0954 0.0406 0.0336
O -0.0584 -0.0784 0.0576
O -0.0022 -0.1274 0.1482
O -0.053 0.0578 0.028
O -0.0164 0.0297 -0.0001
O -0.2431 0.0319 -0.2054
O 0.0221 -0.1136 -0.1544
O 0.0288 0.0571 0.0365
O -0.0376 0.0316 0.2241
O -0.0535 0.2076 -0.2079
O 0.1625 -0.0381 -0.1425
O -0.0224 -0.083 0.0517
O 0.2226 -0.1222 0.2336
O 0.042 -0.0254 0.0369
O -0.0053 -0.004 0.0923
O -0.0645 0.0995 -0.0773
O 0.0693 -0.0173 0.1529
O 0.0277 -0.1045 0.1545
O 0.0019 -0.0891 0.0158
O 0.0128 -0.0086 0.0956
O 0.0749 -0.0558 -0.1469
O -0.1087 -0.0595 0.1058
O -0.0191 -0.0117 0.1179
O -0.0365 -0.016 -0.055
O -0.066 -0.0823 0.1457
O -0.0318 -0.0521 0.0094
O -0.0284 0.0363 0.0403
O 0.0554 -0.0111 -0.0626
O -0.0521 -0.0148 0.1105
O -0.0672 -0.0358 0.0777
O 0.0797 0.0254 0.0131
O -0.0325 -0.2449 -0.1261
O 0.0125 0.0164 0.0648
O 0.0334 0.0162 0.1066
O 0.0355 -0.0263 0.0356
O 0.0553 -0.0834 -0.0619
O -0.0402 -0.029 0.0658
O 0.006 -0.0224 0.0218
O -0.3046 0.0545 0.2277
O 0.0241 0.2521 -0.2845
O 0.4919 0.0928 -0.3304
O -0.0546 0.0653 -0.1824
O 0.0384 -0.0617 0.1669
O 0.0365 0.2981 -0.1689

The program warned: the cutoff lies below the one the program advises for these potential files; the forces do not sum to zero within the program's tolerance; the exchange-correlation potential is rough where the density is thin.
